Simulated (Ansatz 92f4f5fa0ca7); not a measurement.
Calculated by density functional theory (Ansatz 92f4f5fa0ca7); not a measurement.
Periodic cell of 224 atoms, Si133O89H1N1, from a study of silicon, its oxide and their interface. The atomic structure is a simulated model.
Doubt: the cutoff is far below the 930 eV that the study's wrapper takes by default for these files, so forces and energies are approximate.
This geometry differs little from another in the collection (a relaxation step or a small displacement).

Settings: functional PBE; potential files Ansatz PAW; basis plane waves; wave-function cutoff 580 eV; density cutoff ratio 5; exchange-correlation grid ratio 1; k mesh 1 x 1 x 1, Gamma-centred; self-consistency stop 5e-08 eV per atom in the density residual; occupations fixed; spin none; net charge 0.

Cell vectors (angstrom)
a 10.938 0 0
b 0 10.938 0
c 0 0 32.2912

Atoms: element, x, y, z (angstrom)
Si 0.186 -0.1615 24.8794
Si 5.3761 0.1382 24.7478
Si 3.1088 2.3715 24.7867
Si 8.043 3.0291 24.8072
Si -0.2303 5.8135 24.6654
Si 5.8091 5.2341 25.0085
Si 2.444 8.56 24.8129
Si 8.5049 8.092 24.8593
Si 1.4332 1.3814 26.1398
Si 6.9081 1.3643 26.0848
Si 4.1412 4.0435 26.135
Si 9.6472 4.1739 26.0787
Si 1.381 6.8613 26.0701
Si 6.9407 6.8765 26.2048
Si 4.1392 9.5761 26.1097
Si 9.632 9.5896 26.2417
Si 2.7616 -0.0142 27.5189
Si 8.2091 0.0062 27.5142
Si 0.0235 2.7515 27.4688
Si 5.5034 2.6887 27.5112
Si 2.7395 5.4538 27.4546
Si 8.2651 5.4629 27.5343
Si 0.037 8.1695 27.5406
Si 5.4751 8.1964 27.4983
Si 4.1018 1.3673 28.873
Si 9.5708 1.3673 28.873
Si 1.3673 4.1018 28.873
Si 6.8362 4.1018 28.873
Si 4.1018 6.8362 28.873
Si 9.5708 6.8362 28.873
Si 1.3673 9.5708 28.873
Si 6.8362 9.5708 28.873
Si 0 0 30.2402
Si 5.469 0 30.2402
Si 2.7345 2.7345 30.2402
Si 8.2035 2.7345 30.2402
Si 0 5.469 30.2402
Si 5.469 5.469 30.2402
Si 2.7345 8.2035 30.2402
Si 8.2035 8.2035 30.2402
Si 1.3673 1.3673 31.6075
Si 6.8362 1.3673 31.6075
Si 4.1018 4.1018 31.6075
Si 9.5708 4.1018 31.6075
Si 1.3673 6.8362 31.6075
Si 6.8362 6.8362 31.6075
Si 4.1018 9.5708 31.6075
Si 9.5708 9.5708 31.6075
Si 2.7345 0 0.6835
Si 8.2035 0 0.6835
Si 0 2.7345 0.6835
Si 5.469 2.7345 0.6835
Si 2.7345 5.469 0.6835
Si 8.2035 5.469 0.6835
Si 0 8.2035 0.6835
Si 5.469 8.2035 0.6835
Si 4.1018 1.3673 2.0507
Si 9.5708 1.3673 2.0507
Si 1.3673 4.1018 2.0507
Si 6.8362 4.1018 2.0507
Si 4.1018 6.8362 2.0507
Si 9.5708 6.8362 2.0507
Si 1.3673 9.5708 2.0507
Si 6.8362 9.5708 2.0507
Si 0 0 3.418
Si 5.469 0 3.418
Si 2.7345 2.7345 3.418
Si 8.2035 2.7345 3.418
Si 0 5.469 3.418
Si 5.469 5.469 3.418
Si 2.7345 8.2035 3.418
Si 8.2035 8.2035 3.418
Si 1.3107 1.383 4.7018
Si 6.8158 1.3655 4.7963
Si 4.0852 4.0981 4.8137
Si 9.506 4.1571 4.761
Si 1.3454 6.8599 4.8407
Si 6.7678 6.922 4.7809
Si 4.1018 9.5855 4.8032
Si 9.6679 9.4758 4.7654
Si 2.7039 0.0653 6.0472
Si 8.2026 -0.1338 5.9743
Si -0.1606 2.6597 6.0251
Si 5.4656 2.7289 6.2326
Si 2.6595 5.4592 6.1972
Si 8.168 5.5848 6.1013
Si 0.0546 8.1984 6.3575
Si 5.4194 8.2632 6.2775
Si 3.7422 1.6239 7.4465
Si 9.6353 1.0436 7.362
Si 1.4107 3.754 7.3038
Si 6.5625 4.4763 7.3875
Si 4.2269 6.6529 7.5445
Si 9.3008 7.0132 7.6203
Si 1.2134 9.9926 7.544
Si 7.1582 9.3696 7.5027
O 9.5392 6.9273 24.3095
O 4.245 1.2615 24.3227
O 8.1766 8.1726 8.107
O 2.6452 2.796 7.8336
O 6.8717 4.123 24.3658
O 1.2972 9.6682 24.3515
O 3.6867 7.2637 9.0022
O -0.0353 0.1057 7.8104
O 5.3971 5.5403 7.8995
O 6.7899 10.4132 8.7571
O 9.6851 6.026 8.9215
N 1.9291 9.9195 9.1671
O 3.9591 0.8847 8.9259
O 0.4151 3.9534 8.6093
O 8.8184 1.2957 8.7948
O 0.2133 10.2558 11.3569
O 8.0907 8.9364 23.5022
O 8.7317 2.5108 23.4008
O 5.0932 6.1242 23.8264
O 2.518 2.8269 23.3367
O 10.375 0.4168 23.5267
O 0.2918 5.3615 23.1606
O 3.0145 8.0427 23.3688
O 5.9552 10.4744 23.3112
Si 9.8563 1.6494 22.5901
Si 2.8941 7.7083 21.7884
Si 4.7879 10.0758 15.4106
Si 9.7583 -0.0011 17.579
Si 4.2861 0.3004 12.6801
Si 4.6302 5.1748 11.6071
Si 7.5739 0.6338 9.6322
Si 1.7642 2.8705 21.9084
Si 6.0843 2.6354 19.1828
Si 6.0901 7.663 18.3632
Si 6.7287 3.4761 10.2089
Si 3.2735 12.6096 19.4577
Si 2.5741 6.8419 10.1373
Si 5.4074 15.076 14.3227
Si 10.8738 -2.8273 17.5429
Si 13.3794 -1.7437 16.8946
Si 8.0288 11.3844 20.2942
Si 2.8766 11.1664 9.952
Si 6.6765 7.2467 12.6933
Si 9.7521 6.0485 19.4523
Si -4.0449 -1.5401 22.4967
Si 6.034 6.5773 15.6213
Si 12.4202 12.1687 16.813
Si 7.2487 10.3565 12.3254
Si 10.9963 5.2437 9.5256
Si 5.4004 6.5581 22.2996
Si 6.9378 5.4524 20.1997
Si 1.9731 2.0197 13.8086
Si 5.7679 1.7868 16.144
Si 0.8968 9.1607 10.3414
Si 0.6106 0.869 11.6742
Si -2.8294 4.6429 12.79
Si 0.8453 5.5436 21.6273
Si 3.9009 -1.377 19.5389
Si 19.4732 6.7182 17.0967
Si 7.6919 10.7419 15.2064
Si -0.1161 3.5905 12.251
O 10.6839 7.3116 18.9702
O 1.7953 1.3012 10.607
O 18.5192 6.1248 15.9405
O 1.8296 13.0416 15.4474
O 8.9163 10.5222 16.2373
O 0.1857 2.5587 22.1504
O 1.9078 8.0527 11.0375
O -5.6854 4.0914 10.5547
O 6.7399 1.4066 20.0266
O 12.2923 -2.9502 16.7371
O 5.4306 7.3346 16.9161
O -0.4812 13.0387 11.6128
O 6.044 7.3725 14.197
O 1.0756 11.707 13.2474
O 7.1495 12.2613 15.4151
O 5.6008 6.4897 11.7255
O 4.1756 10.1736 13.9044
O 9.1701 1.1195 21.2252
O -0.276 9.6548 17.9826
O 5.9139 6.3527 19.3038
O 6.1811 2.4203 17.5698
O -0.2461 5.1999 20.4571
O 7.6997 7.8168 18.0383
O 7.2958 4.0112 8.7852
O 16.8604 0.3956 12.4659
O 1.9732 4.3979 21.3785
O 9.1485 5.4799 18.0138
O 1.3358 6.2244 9.2979
O -2.7516 -0.4052 13.6614
O 9.778 7.5495 16.4652
O 6.5913 1.8556 10.0819
O 8.0274 6.2939 12.7019
O -3.9856 3.9569 19.5719
O 10.8134 1.2325 17.2449
O 4.0377 11.1723 19.5662
O 5.3557 8.9401 19.0669
O 8.089 -0.1059 11.0086
O 15.4219 2.7804 19.5139
O 6.9295 -2.1851 12.1342
O 5.1034 5.2761 15.4381
O -0.4048 8.462 9.637
O 3.6844 -0.3174 11.2849
O 6.3613 5.389 21.7118
O 1.2797 3.382 13.1338
O 7.479 -0.8805 21.108
O 4.0023 6.5604 21.4707
O 15.9685 2.7901 15.1156
O 6.9781 4.134 13.8587
O 13.697 9.1506 18.4797
O 3.4835 12.6061 13.1761
O 6.0502 8.0508 22.1356
O 4.7142 -10.4042 16.2874
O 3.3081 9.0502 20.965
O 7.7905 3.9458 11.3486
O 17.343 -1.21 15.4585
O 2.3764 1.7825 18.0819
O 3.1783 5.7019 11.1291
O 4.4483 4.418 13.0412
O -0.0286 4.7358 11.077
O 12.7955 -0.3038 16.4245
O 8.3789 6.2169 20.3302
O 1.4405 7.0586 21.4201
O 8.721 11.1735 18.821
O 25.6754 -1.9733 16.0485
O 2.3345 1.8519 20.7754
O -1.3378 4.1264 13.2204
H -1.2642 8.6823 10.0188

Results
free energy: -135566.429 eV
free energy less fixed offsets of H -15.97, N -385.13, O -568.88, Si -635.61 eV per atom: 1.121 eV

Forces (eV/angstrom), in the order of the atoms: element, x, y, z
Si 0.0584 -0.0522 -0.0962
Si -0.0402 0.0618 -0.0502
Si 0.036 -0.0463 -0.1278
Si -0.0419 0.0504 -0.0458
Si -0.0426 0.04 -0.1006
Si 0.0324 -0.0229 -0.0969
Si -0.035 0.0329 -0.0936
Si 0.0593 -0.0466 -0.0838
Si 0.0069 -0.0224 -0.0253
Si -0.0136 0.0155 -0.0445
Si 0.0079 -0.0182 -0.0091
Si -0.0145 0.0253 -0.0301
Si -0.0113 0.0229 -0.034
Si 0.0251 0.0103 -0.0213
Si -0.0142 0.0219 -0.0259
Si 0.0198 -0.0187 -0.0299
Si -0.0019 -0.0034 -0.0064
Si -0.0056 -0.0044 -0.0031
Si -0.0042 -0.0109 -0.0008
Si -0.0018 -0.0134 0.0072
Si 0.0032 0.0007 -0.003
Si 0.0022 0.0041 -0.0032
Si -0.0048 -0.001 -0.0043
Si -0.0021 -0.0115 0.0063
Si 0.1103 -0.1042 0.1788
Si 0.1116 0.1942 -0.1706
Si 0.0239 0.1129 -0.1801
Si 0.1471 -0.0742 -0.0431
Si -0.0794 -0.1227 -0.2372
Si 0.246 -0.0454 0.4388
Si 0.2219 -0.0771 0.1729
Si -0.1095 0.0761 -0.0325
Si 0.0292 0.0263 -0.0384
Si -0.0347 0.0088 0.0207
Si 0.046 0.0353 -0.0501
Si 0.0186 0.0658 0.0059
Si 0.0076 0.0858 0.03
Si -0.0147 -0.0084 -0.0439
Si -0.0426 0.0506 0.0224
Si 0.0251 -0.0031 -0.0302
Si 0.0085 -0.0147 -0.0173
Si 0.0246 -0.034 -0.0286
Si -0.012 -0.023 -0.0085
Si -0.0068 -0.0289 -0.0282
Si 0.0099 -0.0664 -0.0203
Si 0.0076 0.0023 -0.0131
Si 0.0547 0.0041 -0.0173
Si -0.0061 0.0151 -0.0088
Si 0.0011 -0.0415 0.0022
Si -0.0593 0.0657 -0.0009
Si -0.02 0.0249 0.0391
Si -0.0213 0.0409 0.024
Si -0.0396 0.0721 -0.0002
Si 0.0578 -0.0171 0.003
Si 0.0407 -0.0085 0.023
Si -0.0194 0.0016 0.0497
Si -0.0374 -0.0426 0.0019
Si -0.0334 -0.1234 0.03
Si 0.111 0.0099 0.0147
Si -0.0143 -0.0364 0.0106
Si -0.0305 -0.1237 0.0306
Si -0.1136 -0.0717 -0.0281
Si -0.0298 0.0936 -0.0402
Si 0.1549 0.0766 0.0142
Si -0.0122 -0.4579 -0.5525
Si -0.0828 0.0582 -0.0012
Si -0.0159 0.2006 -0.1604
Si -0.278 0.061 -0.0126
Si 0.0123 0.2402 0.1291
Si -0.1656 0.0558 0.1546
Si -0.057 -0.015 0.29
Si 0.088 -0.0418 -0.1486
Si -0.0173 -0.0018 -0.0021
Si -0.0015 0.008 0.0124
Si -0.0031 0.0112 0.0165
Si 0.0056 0.0071 0.0032
Si -0.0013 -0.0041 0.0052
Si -0.0113 0.0083 0.0049
Si 0.0106 -0.007 0.0028
Si 0.0243 -0.0023 0.01
Si -0.0493 0.0073 0.0185
Si 0.011 -0.0159 0.0401
Si 0.0173 -0.032 0.0437
Si -0.0206 0.025 0.0108
Si 0.0153 -0.0201 0.034
Si -0.0205 0.0028 -0.0151
Si 0.0187 0.0401 0.0909
Si 0.0254 -0.023 0.0305
Si -0.0375 0.02 0.1158
Si -0.0462 -0.0005 0.1052
Si 0.0381 -0.0614 0.0798
Si -0.0167 0.0211 0.1345
Si 0.0252 -0.0143 0.0574
Si -0.0405 0.009 0.0896
Si 0.0284 0.0601 0.0741
Si 0.0291 -0.0044 0.0534
O 0.0088 -0.0012 0.1419
O -0.0315 0.0322 0.1385
O -0.0077 -0.0048 -0.1423
O -0.0149 0.0116 -0.1408
O -0.0237 0.0203 0.1602
O 0.0164 -0.0131 0.1408
O -0.0029 -0.009 -0.0872
O 0.0153 -0.0223 -0.0818
O 0.0233 -0.0144 -0.1275
O -0.0216 -0.0757 -0.0581
O -0.0117 -0.0012 -0.0863
N -0.1206 -0.0309 -0.1279
O 0.0023 0.0423 -0.1318
O -0.0112 0.045 -0.0381
O 0.0468 -0.0101 -0.0663
O -0.0089 -0.0423 -0.0627
O -0.0217 0.0043 0.0538
O 0.0094 -0.0203 0.0434
O -0.0053 -0.0195 0.073
O 0.0186 0.0042 0.0969
O -0.0011 0.0069 0.0613
O -0.0466 0.0117 0.1538
O -0.0172 0.0319 0.127
O 0.0257 -0.0226 0.0639
Si -0.0035 -0.0086 0.0089
Si -0.027 -0.0632 -0.1156
Si 0.0136 0.0261 -0.0622
Si -0.0407 -0.0075 0.0182
Si 0.0069 -0.0229 0.0069
Si 0.1 0.0268 0.1001
Si 0.0956 -0.0241 0.0058
Si 0.0329 0.0343 -0.1168
Si -0.0328 0.0235 0.0032
Si -0.0237 -0.0295 0.0633
Si -0.0123 0.0389 0.1313
Si 0.0566 0.0219 0.0139
Si 0.0499 -0.023 0.1571
Si 0.0107 0.0073 -0.0337
Si -0.0207 -0.0262 0.0081
Si 0.0051 0.0139 0.0766
Si -0.0483 0.0686 -0.0678
Si 0.0324 0.0371 0.0712
Si -0.0109 -0.0327 0.0362
Si -0.0296 -0.0217 0.0041
Si 0.0034 -0.0181 -0.0057
Si -0.0168 -0.047 -0.0562
Si 0.0581 0.0025 -0.0141
Si -0.0538 -0.0393 0.0578
Si 0.0084 -0.0485 0.0516
Si -0.0075 -0.067 -0.1052
Si -0.027 -0.0325 -0.0624
Si -0.0493 -0.0593 -0.0268
Si 0.0067 0.0453 0.0371
Si -0.0077 0.0397 0.1932
Si 0.0046 0.0113 0.0479
Si 0.0135 0.0176 0.0775
Si 0.0796 -0.0055 -0.1032
Si 0.0049 0.0291 -0.0421
Si -0.0284 -0.054 -0.0128
Si 0.0239 0.0248 -0.06
Si -0.0383 -0.09 0.1139
O 0.0086 0.0208 -0.043
O 0.0324 -0.0417 -0.0703
O 0.0107 0.0207 0.0256
O -0.0099 0.001 0.0521
O 0.0097 -0.0009 -0.0009
O -0.0467 -0.0016 0.0408
O -0.0088 -0.0449 -0.0683
O -0.0189 -0.0246 -0.0418
O 0.0344 -0.0393 0.0324
O -0.0117 0.0179 0.0115
O 0.0012 0.012 -0.037
O 0.0305 0.0009 -0.0287
O -0.0001 0.0077 0.0302
O 0.0211 0.0148 -0.022
O 0.0015 -0.0244 0.0098
O -0.0143 -0.0075 -0.0326
O -0.0082 -0.014 0.0369
O 0.0436 0.0202 0.0715
O 0.0192 -0.008 -0.0057
O -0.0077 0.0158 0.0103
O 0.0043 -0.0054 -0.0278
O -0.0073 0.0115 0.0238
O -0.0038 0.0035 -0.0178
O -0.0048 0.0192 -0.1004
O -0.0061 0.0144 -0.0069
O -0.0137 -0.0275 0.0606
O 0.0341 0.0224 0.018
O -0.0345 0.0137 -0.0897
O -0.0148 0.007 0.0042
O 0.0208 0.0104 0.0043
O -0.0347 -0.0107 -0.0535
O -0.0129 0.0075 -0.0146
O 0.017 0.0044 0.0171
O -0.0005 0.006 -0.0007
O -0.0111 -0.0238 0.0044
O -0.0179 -0.0104 0.0081
O -0.0115 0.03 -0.0881
O -0.0092 -0.0144 -0.0036
O 0.013 0.0287 -0.0147
O 0.0157 0.0186 0.0197
O 0.2709 -0.1245 -0.1088
O -0.0165 0.0116 -0.0195
O -0.0113 0.0574 0.0253
O 0.0042 0.0109 -0.0365
O -0.0323 -0.0532 0.0841
O 0.0259 0.0078 0.0533
O -0.0112 -0.0055 0.0063
O 0.0045 0.0052 0.0006
O -0.0157 -0.0176 -0.0099
O -0.0086 0.0202 0.0092
O 0.0177 0.0407 0.0377
O 0.0179 -0.0301 -0.0196
O -0.0105 -0.0039 0.0368
O -0.016 -0.0225 -0.0689
O -0.0317 -0.0081 0.0233
O -0.046 0.0006 -0.0153
O -0.0711 0.0455 -0.0854
O -0.0036 -0.0154 -0.0235
O -0.004 0.069 -0.1135
O -0.0154 -0.0135 -0.0081
O 0.0275 0.0135 0.0059
O -0.0335 0.0049 0.0475
O 0.0316 -0.0023 -0.0061
O -0.0021 -0.0147 -0.0048
O -0.0266 -0.0081 0.0517
O -0.0123 -0.0004 -0.0311
H -0.2083 0.1802 0.0878

The program warned: the cutoff lies below the one the program advises for these potential files; the exchange-correlation potential is rough where the density is thin.
